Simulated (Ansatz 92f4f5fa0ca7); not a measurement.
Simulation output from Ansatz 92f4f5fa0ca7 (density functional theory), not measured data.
Periodic cell of 288 atoms, Si144O112H32, with a vacuum gap, from a study of silicon, its oxide and their interface. The atomic structure is a simulated model.

Settings: functional r2SCAN; potential files Ansatz PAW; basis plane waves; wave-function cutoff 800 eV; density cutoff ratio 5; exchange-correlation grid ratio 1; k mesh 1 x 1 x 1, shifted by 0.5 0.5 0 of a step; self-consistency stop 1e-11 eV per atom in the density residual; occupations fixed; spin none; net charge 0; applied field sawtooth along c, amplitude +0.015 V/angstrom in the program's sign convention, ramp centred at 0.9898 of c and 0.0205 of c wide, no dipole correction.

Cell vectors (angstrom)
a  10.88  0  0
b  0  10.88  0
c  0  0  48.8232

Atoms and the computed forces on them: element, x, y, z (angstrom), force x, y, z (eV/angstrom)
Si  1.3073  -1.168  35.0509  0.0059  -0.0036  0.0256
Si  3.9746  1.5448  35.2041  -0.003  -0.0033  0.0239
Si  0.8775  4.7229  35.204  -0.0061  0.0024  0.0217
Si  3.6548  -3.2475  35.1927  0.0022  0.004  0.025
Si  -4.7312  -0.6654  35.3614  -0.0079  0.0004  0.0194
Si  -1.8587  1.8918  35.2152  -0.0015  0.0009  0.0249
Si  6.8234  4.131  35.1106  0.0069  -0.0002  0.0307
Si  -1.3597  -3.9585  35.1317  -0.0016  0.0035  0.028
Si  2.394  0.3888  36.4749  0.0106  -0.0027  -0.0157
Si  5.1734  3.1229  36.4605  0.0048  -0.0034  -0.0136
Si  2.4995  -4.9544  36.3902  -0.0079  0.0071  -0.0161
Si  5.0433  -2.1858  36.7221  -0.0088  0.0057  -0.0115
Si  -3.0448  0.412  36.5502  -0.0027  0.0069  -0.0094
Si  -0.2935  3.1301  36.4723  -0.0125  0.0061  -0.0161
Si  7.8611  5.8278  36.3917  -0.0011  -0.004  -0.0174
Si  -0.2623  -2.3162  36.399  0.007  -0.0032  -0.017
Si  1.057  1.7773  37.8083  -0.0033  -0.0072  0.0119
Si  3.8114  4.5295  37.7644  0.0048  -0.0018  0.0115
Si  1.0999  -3.6449  37.8098  0.0049  0.0056  0.0037
Si  3.6817  -0.8664  38.0104  -0.0056  -0.004  0.0018
Si  6.4803  1.78  37.9017  -0.0013  0.0027  0.0064
Si  9.2026  4.4921  37.8302  -0.0083  -0.0004  0.0011
Si  6.5075  7.2081  37.7906  -0.0064  -0.0041  0.0154
Si  -1.6384  -0.9786  37.7908  0.0016  0.0034  0.0144
Si  -0.3104  0.4161  39.159  -0.0127  -0.0079  0.018
Si  2.434  3.1606  39.1317  0.0042  0.003  0.0259
Si  -0.2867  5.8627  39.1505  -0.0032  -0.0034  0.0131
Si  2.3664  -2.3017  39.2642  0.0081  -0.0068  0.0084
Si  5.1207  0.457  39.2729  0.0025  -0.0013  0.0109
Si  7.855  3.1507  39.2115  -0.0051  -0.0028  0.0125
Si  5.1477  5.8674  39.1626  -0.0084  0.0004  0.0176
Si  7.8727  -2.3204  39.1553  -0.0107  0.0029  0.0204
Si  1.3581  -1.3661  9.6721  -0.0036  -0.002  -0.0169
Si  4.0776  1.3666  9.6699  0.0006  0.0037  -0.0171
Si  1.3509  4.1084  9.5957  -0.0017  0.002  -0.0129
Si  4.0754  -4.0969  9.6017  -0.012  -0.0129  -0.0176
Si  6.7881  -1.356  9.5773  0.0004  0.0128  -0.013
Si  -1.373  1.3651  9.5844  0.0087  0.0079  -0.0114
Si  6.7959  4.0753  9.6876  0.0016  -0.0006  -0.0204
Si  -1.3585  6.7997  9.684  0.0008  0  -0.0197
Si  2.7199  0.0025  11.0232  -0.0049  -0.0012  -0.0134
Si  5.4249  2.7208  11.0576  -0.002  -0.001  -0.0114
Si  2.705  5.4481  10.9676  -0.0026  0.0029  -0.0033
Si  5.4543  -2.7378  10.9039  0.0004  -0.0076  -0.0055
Si  -2.7279  -0.0058  10.9115  -0.0016  -0.0038  -0.0042
Si  -0.0318  2.7594  10.9018  -0.0022  0.0034  -0.0023
Si  8.1582  5.4425  11.0533  -0.0035  -0.0026  -0.0112
Si  0.006  -2.7231  11.0559  -0.0016  -0.0021  -0.0118
Si  1.2988  1.4148  12.2651  -0.0006  0.0063  0.0093
Si  4.026  4.098  12.3832  -0.0028  0.0052  0.0112
Si  1.3898  -4.0861  12.4025  0.0083  -0.0106  0.0135
Si  4.1207  -1.4144  12.2838  0.0091  0.0037  0.0078
Si  -4.0418  1.3265  12.3278  0.0078  -0.005  0.0143
Si  -1.3277  4.0798  12.37  0.0087  -0.0071  0.0103
Si  6.7805  -4.0419  12.3541  -0.0088  0.0087  0.0099
Si  -1.4079  -1.3405  12.3315  -0.0025  0.0081  0.0125
Si  -0.2743  0.2878  13.566  0.0005  -0.0045  0.0173
Si  2.3955  2.944  13.6479  0.0073  -0.0031  0.016
Si  0.248  -5.6704  13.7196  -0.0094  0.005  0.012
Si  3.0017  -2.9273  13.6797  -0.0033  0.0024  0.0128
Si  5.724  -0.3183  13.5671  -0.0019  0.0064  0.0166
Si  -2.4695  2.4772  13.6395  -0.0089  0.0057  0.0146
Si  5.1745  5.7201  13.6392  0.0038  -0.0059  0.0155
Si  -2.9374  -2.4921  13.7049  0.0015  -0.0006  0.0113
Si  3.2986  -1.154  22.3848  0.0006  -0.0111  0.0416
Si  2.3957  4.1929  23.5898  -0.0021  0.006  0.044
Si  6.4624  3.7758  15.7218  0.01  0.0005  0.051
Si  -2.4024  -0.219  21.627  0.0049  0.0005  0.0404
Si  -1.3971  -1.5965  30.5538  -0.0045  0.0003  0.0376
Si  2.7073  3.3847  33.0243  -0.0048  -0.0001  0.0383
Si  -2.0706  1.3922  19.3394  -0.012  -0.0002  0.0359
Si  1.547  2.9189  28.1662  0.0021  -0.0024  0.0402
Si  0.6748  2.6593  31.018  0.0035  -0.0036  0.0402
Si  0.9856  4.9388  20.8096  0.0041  0.0066  0.0413
Si  2.9797  1.8503  21.9688  0.0018  -0.0019  0.0397
Si  7.3256  4.0381  18.702  -0.0027  -0.0083  0.0485
Si  0.2569  4.609  25.93  -0.0077  -0.0031  0.0403
Si  1.1731  -1.4704  15.7753  -0.0032  0.0024  0.0461
Si  6.7465  -0.4476  29.4112  0.0015  -0.0018  0.0366
Si  2.646  0.2594  17.9566  0.0029  -0.0012  0.0547
Si  3.3965  -4.4707  20.2198  0.0026  -0.005  0.0392
Si  -1.2349  -4.1382  21.539  -0.0018  0.0018  0.0407
Si  4.326  -1.6899  19.6664  0.0008  -0.0068  0.0834
Si  4.7118  -5.1048  22.8318  0.0007  0.0008  0.0389
Si  1.5469  -1.8396  29.1929  0.0018  0.0029  0.0405
Si  -2.5027  -3.8044  32.2865  -0.0002  0.0063  0.0387
Si  0.9497  2.0687  19.7437  -0.0008  0.0052  0.0407
Si  3.4745  -1.6379  25.398  0.0048  -0.0024  0.035
Si  1.8547  -3.9287  26.8952  0.0055  -0.0052  0.0363
Si  5.4939  -4.5876  30.0326  -0.0052  -0.001  0.0389
Si  4.2559  1.4915  15.6713  -0.0017  -0.0051  0.0482
Si  1.8469  0.2511  26.8831  0.0034  0.0001  0.0337
Si  5.6977  -2.5376  33.1377  -0.0047  -0.0011  0.0399
Si  -2.9062  -4.793  28.5591  -0.0006  -0.0043  0.0378
Si  6.7445  2.4692  30.4257  -0.0026  0.0196  0.0384
Si  -2.2831  -3.9848  18.7162  -0.0035  0.0066  0.0527
Si  4.259  -1.9491  30.7244  0.0089  -0.0033  0.035
Si  -2.6799  3.5209  25.08  0.0041  -0.0061  0.0394
Si  7.4891  -4.686  23.7624  0.0036  -0.004  0.0449
Si  -1.0107  -3.7505  15.8983  -0.0067  -0.007  0.0471
Si  7.8071  0.6313  24.3959  -0.0015  0.0061  0.036
Si  -1.8132  4.4466  30.9139  0.0021  0.0034  0.0345
Si  3.826  4.7522  27.8271  0.0151  0.006  0.0298
Si  0.2549  -1.5886  22.5129  0.0015  0.0029  0.0385
Si  7.3442  -1.2555  19.1464  -0.0085  0.0062  0.0366
Si  6.425  3.7163  27.4759  -0.0054  0.0002  0.0413
Si  -2.2634  -3.0069  26.2439  0.0008  -0.0065  0.0432
Si  -0.4409  0.2926  32.8329  0.002  0.0072  0.0448
Si  -0.4793  -0.8275  25.3868  -0.0031  -0.0016  0.0427
Si  5.4314  4.2452  32.3276  -0.0033  -0.0016  0.0411
Si  4.8877  3.8783  20.582  -0.007  0.0004  0.035
Si  6.2832  -0.8453  26.433  0.011  -0.0048  0.0423
Si  1.0165  -0.9198  40.5661  0.0145  -0.0105  0.1878
Si  3.76  1.8327  40.561  -0.0136  0.0063  0.1926
Si  1.0667  4.5014  40.5144  -0.0155  0.0063  0.1818
Si  3.7854  7.2176  40.5475  -0.0071  -0.0056  0.1823
Si  6.5087  -0.9549  40.5391  0.0011  0.0039  0.1835
Si  -1.6607  1.7744  40.5383  -0.0133  0.0063  0.1821
Si  6.4908  4.5171  40.5395  0.0091  -0.0118  0.1786
Si  -1.6484  7.219  40.519  0.0068  -0.0213  0.1774
Si  2.4026  0.4437  41.8886  -0.0478  0.0406  0.3871
Si  5.1284  3.1724  41.8975  -0.0218  0.0439  0.4759
Si  2.4179  5.8582  41.8948  0.0216  -0.0266  0.2631
Si  5.1443  -2.3018  41.9061  0.0121  -0.0413  0.2994
Si  -3.0226  0.4177  41.8983  0.0305  -0.0221  0.2887
Si  -0.296  3.1432  41.8873  0.0265  -0.0316  0.2159
Si  -3.0195  5.8728  41.8768  0.0182  -0.0242  0.3438
Si  -0.3266  -2.2886  41.8962  -0.0251  0.011  0.4493
Si  1.36  1.3599  6.9417  0.0522  -0.0548  -0.3291
Si  4.0789  4.078  6.9444  0.0674  -0.0825  -0.3792
Si  1.3483  6.8109  6.9172  -0.0689  0.0475  -0.3239
Si  4.0648  -1.3504  6.9196  -0.048  0.0098  -0.2937
Si  6.7816  1.3682  6.9146  -0.0407  0.0787  -0.3435
Si  -1.3707  4.0846  6.9191  -0.0613  0.0677  -0.2709
Si  6.8105  -4.094  6.9393  0.0019  -0.0307  -0.3008
Si  -1.3661  -1.3691  6.9441  0.0944  -0.0234  -0.3736
Si  0.0073  -0.0121  8.2872  0.0023  -0.002  -0.1747
Si  2.7219  2.719  8.2953  -0.005  0.0074  -0.1766
Si  -0.0194  5.4621  8.2704  -0.0059  0.0068  -0.1908
Si  2.7079  -2.715  8.2803  0.0022  0.0125  -0.1915
Si  5.4174  0.0183  8.2694  -0.0066  0.0045  -0.196
Si  8.1336  2.7301  8.2724  -0.0121  0.0164  -0.1915
Si  5.4502  5.4204  8.2917  0.0082  -0.003  -0.1808
Si  8.1688  -2.7345  8.293  0.0137  -0.0163  -0.1858
O  7.8337  -5.3622  19.1512  0.0009  -0.0019  -0.0103
O  -1.3213  -0.6691  31.8826  -0.0038  -0.003  -0.0242
O  5.3577  4.5398  21.9871  0.0016  -0.0086  -0.0258
O  6.8832  -3.9814  29.4545  0.0039  -0.0005  -0.0169
O  1.765  -1.5054  21.9301  0.0021  0.0007  -0.0139
O  -1.4675  -4.295  17.3521  0.0127  0.0065  -0.0394
O  4.4441  -3.5349  30.5857  0.0003  -0.0059  -0.0118
O  -1.8206  -0.0283  25.1235  -0.0029  0.007  -0.0229
O  2.7799  3.8368  28.6426  0.0031  0.0003  -0.0104
O  5.1179  0.4616  34.7613  -0.0038  -0.003  -0.0061
O  4.0881  -4.053  14.1911  -0.0015  -0.0006  -0.0163
O  6.5911  -1.566  34.0748  -0.0047  -0.003  -0.0233
O  4.688  -1.6153  32.2511  -0.0082  0.0039  -0.0293
O  -2.9192  3.0242  34.7175  0.0027  -0.0045  -0.0094
O  7.1205  5.1687  27.5568  0.0042  0  -0.0184
O  -2.2778  5.4858  32.0674  0.0036  -0.0048  -0.0261
O  5.731  -1.2035  19.0324  -0.0045  0.0014  -0.0134
O  2.8855  2.6761  23.3605  0.0011  -0.0031  -0.02
O  3.283  2.1041  33.8304  -0.0082  0.0034  -0.0169
O  6.1555  3.5004  19.6753  0.0153  0.0066  -0.0285
O  7.3991  -1.9904  26.415  0.0072  -0.0031  -0.0109
O  1.5525  1.6454  21.1993  -0.0107  -0.0005  -0.0219
O  0.6825  -0.539  33.668  -0.0093  0.0046  -0.02
O  3.2068  -0.6574  19.1511  -0.005  0.0123  -0.022
O  3.8577  0.8384  17.0744  0.0099  0.0093  -0.0361
O  4.7184  5.5286  28.8804  -0.0099  -0.0043  -0.0188
O  2.8264  -0.1894  25.6914  -0.0005  0.0011  -0.01
O  1.333  4.0701  14.207  0.0042  -0.0016  -0.0107
O  2.4686  -2.2541  34.6126  -0.0013  -0.0008  -0.01
O  6.2889  4.5751  33.6457  -0.0097  -0.0048  -0.0229
O  2.6923  -1.71  30.3619  -0.0076  -0.0001  -0.0173
O  5.9058  5.0666  14.9367  -0.0111  0.0125  -0.0262
O  0.2084  1.3673  31.8376  0.0029  0.0055  -0.0151
O  6.8213  -1.384  14.1771  -0.0065  0.0008  -0.0164
O  4.8795  -1.6315  26.2093  -0.004  -0.0035  -0.0073
O  -2.7299  3.1155  30.8995  -0.0018  -0.0004  -0.0146
O  5.3191  2.667  15.8621  0.0037  0.0009  -0.0247
O  6.4949  0.2775  25.2758  0.0114  0.0074  -0.0259
O  6.3944  3.0191  28.9373  0.002  0.007  -0.0278
O  -1.9213  5.1943  29.4772  -0.0033  0.0073  -0.0215
O  7.7678  -1.3486  20.7109  -0.0041  -0.0059  -0.025
O  8.107  0.0982  18.5709  -0.0017  -0.0022  -0.0249
O  7.6361  -0.1195  22.9838  -0.0005  -0.0021  -0.0294
O  7.4471  4.6425  24.2065  -0.0089  0.0069  -0.0209
O  3.8998  -3.2284  19.3051  0.0002  0.0032  -0.0112
O  5.9206  -4.2874  23.5407  -0.0082  -0.0026  -0.0137
O  -2.5231  1.2193  20.888  0.0012  0.0069  -0.0169
O  3.8756  -4.2156  21.7585  -0.003  0.0022  -0.0187
O  2.1462  3.0046  31.5702  -0.0062  -0.0042  -0.0259
O  1.6717  -0.6913  17.087  -0.0056  -0.0103  -0.0304
O  -0.3019  -3.1015  22.3624  -0.0047  -0.0055  -0.022
O  4.8872  3.8724  26.9585  0.0016  -0.0015  -0.0093
O  4.002  2.563  20.9133  0.0059  0.002  -0.0164
O  4.9223  0.3051  14.8247  0.004  -0.0103  -0.0305
O  0.1028  -2.6125  16.1508  -0.0011  -0.0015  -0.012
O  -0.4548  1.3598  19.3685  -0.0121  -0.003  -0.0072
O  6.4764  -0.0896  27.8538  -0.0019  0.0029  -0.0303
O  -0.2414  5.802  34.7024  -0.003  0.0001  -0.0073
O  -1.9102  -3.3613  33.722  -0.0016  0.0073  -0.026
O  -0.3915  -4.9949  15.0641  0.0143  -0.013  -0.0237
O  4.3645  -1.6261  21.2741  0.0064  0.0031  -0.0006
O  1.9982  -0.6711  28.186  -0.0021  0.008  -0.0246
O  6.8089  -3.3482  32.2747  0.0024  -0.0087  -0.0092
O  0.7844  2.3047  29.4457  0.005  0.0034  -0.0318
O  7.3615  2.9907  26.3785  0.0055  -0.0062  -0.0201
O  3.6401  5.191  23.9127  0.0032  -0.0029  -0.0144
O  3.6699  -1.8273  23.8083  -0.0062  0.0034  -0.0368
O  3.5038  0.4322  22.4732  -0.0033  -0.0003  -0.0166
O  -1.4281  -3.5776  20.0309  -0.01  -0.0077  -0.0372
O  -0.8603  -2.2342  26.0662  0.0008  0.0039  -0.0223
O  -2.6796  -1.1754  29.6282  -0.0071  0.0031  -0.0158
O  2.4172  -2.1682  15.0047  0.0126  -0.013  -0.0336
O  0.4719  -0.368  14.8418  -0.0159  0.0092  -0.0255
O  -2.6768  2.1827  24.1648  0.0028  -0.008  -0.0066
O  5.3876  -1.2497  29.8012  0.0077  0.0057  -0.0103
O  4.0509  4.9981  19.748  0.0044  -0.0013  -0.0102
O  1.2865  4.2261  24.7445  0.0148  0.0017  -0.0293
O  -0.8336  -0.5985  21.8248  -0.0066  0.0044  -0.0082
O  4.7278  -3.561  33.9721  0.002  0.0041  -0.0182
O  -2.2555  -3.135  15.0499  -0.0154  0.0104  -0.0261
O  1.5827  -3.2539  28.3631  0.0039  -0.0065  -0.0188
O  1.7806  -4.6885  20.1256  0.0051  0.0028  -0.0106
O  1.5076  4.0495  33.8646  0.0065  -0.0001  -0.0182
O  -2.4674  2.834  18.7337  -0.0006  0.0083  -0.0139
O  7.7493  3.1572  14.9667  0.0051  -0.0065  -0.0191
O  1.9276  1.5613  18.57  0.0069  -0.0105  -0.0248
O  0.5103  3.7644  27.2781  -0.0008  0.0072  -0.0192
O  -0.4823  5.3285  21.3392  0.0032  0.0001  -0.0131
O  0.3287  0.1265  26.3831  -0.0036  -0.0074  -0.0127
O  1.823  4.5781  22.1323  -0.0074  0.0061  -0.0299
O  0.533  -4.696  26.2944  -0.004  -0.0057  -0.0181
O  0.0422  -1.5962  29.7786  0.011  -0.0002  -0.0142
O  5.67  2.7992  31.6108  0.0063  -0.0086  -0.0169
O  -2.0497  -3.8237  27.619  -0.0041  0.013  -0.0252
O  -0.3093  3.9332  31.2005  -0.0007  -0.0012  -0.0179
O  2.1845  1.7638  27.2553  0.0029  -0.0071  -0.0117
O  6.8374  0.876  30.3209  -0.0014  0.0043  -0.0116
O  -1.2382  4.1858  25.4576  -0.005  -0.0045  -0.014
O  -1.6854  -3.094  31.0881  0.0033  0.0043  -0.0246
O  0.8532  3.6929  19.7811  -0.0004  -0.0063  -0.0081
O  2.9998  5.8063  26.9453  -0.004  0.0038  -0.0046
O  -2.5953  -4.4156  22.3717  0.01  0.0051  -0.0278
O  2.4418  -2.7775  25.9193  0.0069  0.0039  -0.0128
O  -1.3657  1.3718  14.1493  0.0027  -0.0004  -0.01
O  6.8614  4.2577  17.1866  -0.0111  -0.0036  -0.0477
O  3.897  4.4371  32.776  0.0055  0.0066  -0.0075
O  5.8842  5.2586  31.1813  -0.0013  0.008  -0.0246
O  0.375  -1.1455  24.0613  0.0096  -0.0064  -0.031
O  -2.626  -3.8786  24.9331  -0.0037  -0.0152  -0.022
O  7.7346  -2.6426  18.3987  0.0026  -0.0027  -0.0235
O  2.954  2.1107  14.9379  -0.0054  0.01  -0.0263
O  -1.3584  1.0792  33.8982  0.0064  -0.002  -0.0188
H  3.223  -0.3795  42.8211  -0.2409  0.2741  -0.2945
H  1.581  1.2657  42.8211  0.333  -0.36  -0.2298
H  5.943  2.3434  42.83  -0.2613  0.2604  -0.2805
H  4.3015  3.989  42.83  0.3994  -0.2913  -0.2338
H  1.5992  6.6831  42.8272  0.2538  -0.2644  -0.2984
H  3.2421  5.0388  42.8272  -0.3711  0.3048  -0.2588
H  5.9664  -3.1232  42.8386  -0.3318  0.3129  -0.2493
H  4.3222  -1.4803  42.8386  0.2701  -0.2451  -0.2901
H  -2.2017  -0.4051  42.8308  -0.3206  0.3502  -0.2552
H  -3.8438  1.24  42.8308  0.2388  -0.2732  -0.2983
H  0.5258  2.3213  42.8197  -0.317  0.3498  -0.2658
H  -1.1196  3.9631  42.8197  0.2848  -0.2676  -0.2927
H  -3.8442  6.6916  42.8093  0.3525  -0.2781  -0.2765
H  -2.2014  5.0473  42.8093  -0.2946  0.2848  -0.2671
H  0.5017  -3.1039  42.8286  -0.2649  0.2687  -0.2753
H  -1.1462  -1.4646  42.8286  0.265  -0.4111  -0.2458
H  2.1816  0.5378  6.0092  -0.3097  0.3415  0.2499
H  0.5382  2.1817  6.0092  0.2787  -0.2864  0.2865
H  3.2547  4.8974  6.012  0.2867  -0.2622  0.2906
H  4.9058  3.2614  6.012  -0.3501  0.3089  0.2406
H  0.52  7.6262  5.9848  0.3554  -0.2974  0.2359
H  2.167  5.9861  5.9848  -0.2765  0.2741  0.2755
H  4.8869  -2.1719  5.9872  -0.25  0.261  0.2776
H  3.2444  -0.5272  5.9872  0.3083  -0.346  0.24
H  5.967  2.1972  5.9822  0.3139  -0.3415  0.2315
H  7.6029  0.5459  5.9822  -0.2653  0.2743  0.2767
H  -2.1888  4.9101  5.9866  0.3352  -0.3436  0.2333
H  -0.5471  3.2647  5.9866  -0.2847  0.2719  0.2842
H  5.9884  -3.2725  6.0068  0.2565  -0.2527  0.2875
H  7.6352  -4.9128  6.0068  -0.3478  0.3292  0.2544
H  -2.1869  -0.5463  6.0117  0.2651  -0.2763  0.29
H  -0.5465  -2.1931  6.0117  -0.3202  0.3376  0.2437

Results
free energy: -156496.140 eV
free energy less fixed offsets of H -15.71, O -570.45, Si -639.56 eV per atom: -6.380 eV

The program warned: the cutoff lies below the one the program advises for these potential files; the forces do not sum to zero within the program's tolerance; empty levels may hold ghost states of the PAW files; the exchange-correlation potential is rough where the density is thin.
